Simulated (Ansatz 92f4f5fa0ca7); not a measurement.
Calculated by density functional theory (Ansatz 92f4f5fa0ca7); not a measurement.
Periodic cell of 225 atoms, Si133O90H2, from a study of silicon, its oxide and their interface. The atomic structure is a simulated model.
Doubt: the cutoff is far below the 930 eV that the study's wrapper takes by default for these files, so forces and energies are approximate.
This geometry differs little from another in the collection (a relaxation step or a small displacement).

Settings: functional PBE; potential files Ansatz PAW; basis plane waves; wave-function cutoff 580 eV; density cutoff ratio 5; exchange-correlation grid ratio 1; k mesh 1 x 1 x 1, Gamma-centred; self-consistency stop 5e-08 eV per atom in the density residual; occupations fixed; spin none; net charge 0.

Cell vectors (angstrom)
a, 10.938, 0, 0
b, 0, 10.938, 0
c, 0, 0, 33.2851

Atoms and the computed forces on them: element, x, y, z (angstrom), force x, y, z (eV/angstrom)
Si, 0.4375, -0.3459, 25.9437, -0.0017, 0.0019, 0.004
Si, 5.3306, 0.3134, 25.7544, -0.0016, 0.0025, 0.0014
Si, 2.9473, 2.4055, 25.7505, 0.0003, 0.0005, 0.0063
Si, 7.9464, 3.0296, 26.0283, -0.0021, 0.001, 0.0009
Si, -0.2799, 5.6223, 25.73, -0.0002, -0.0008, -0.0015
Si, 5.8449, 5.3245, 25.8307, 0.0001, -0.0011, 0.0071
Si, 2.613, 8.3218, 25.6924, 0.0006, -0.0006, -0.0011
Si, 8.5682, 8.0087, 25.7615, -0.0027, 0.0006, 0.0047
Si, 1.5027, 1.2922, 27.2331, 0.0019, -0.0013, -0.0016
Si, 6.7882, 1.4072, 27.2374, -0.0018, 0.0008, 0.0021
Si, 4.1109, 4.1196, 26.9836, 0.0014, -0.0023, 0.0001
Si, 9.5918, 4.1476, 27.2302, -0.0003, -0.0009, 0.0014
Si, 1.3803, 6.7832, 27.0224, -0.0002, -0.0013, 0.0013
Si, 6.9708, 6.8753, 27.1527, 0.0014, -0.0022, -0.0013
Si, 4.1878, 9.5443, 27.0072, -0.0002, -0.0002, 0.001
Si, 9.6755, 9.5262, 27.1696, 0.0003, -0.0003, -0.0015
Si, 2.8425, -0.0916, 28.532, 0, 0.002, -0.0004
Si, 8.2265, -0.0189, 28.4837, 0.0014, -0.0006, 0.0001
Si, 0.0417, 2.6988, 28.4971, 0.0009, -0.0006, -0.0003
Si, 5.4066, 2.7865, 28.5189, -0.0004, 0.0019, -0.0013
Si, 2.745, 5.4439, 28.4307, 0.0022, -0.0015, -0.0001
Si, 8.2273, 5.4852, 28.5724, -0.0021, 0.0009, -0.0001
Si, 0.0581, 8.1356, 28.5117, -0.0007, 0.0012, 0.0013
Si, 5.5055, 8.1977, 28.4596, 0.0014, -0.0007, -0.0001
Si, 4.1018, 1.3673, 29.8669, 0.0822, -0.0203, 0.2967
Si, 9.5708, 1.3673, 29.8669, 0.045, -0.069, -0.1061
Si, 1.3673, 4.1018, 29.8669, 0.1785, -0.0107, -0.1944
Si, 6.8362, 4.1018, 29.8669, -0.2046, 0.0832, 0.2002
Si, 4.1018, 6.8362, 29.8669, 0.0093, -0.0528, -0.4903
Si, 9.5708, 6.8362, 29.8669, 0.3168, 0.0911, 0.5254
Si, 1.3673, 9.5708, 29.8669, 0.2462, -0.3136, 0.0897
Si, 6.8362, 9.5708, 29.8669, 0.0615, -0.0165, -0.1302
Si, 0, 0, 31.2341, -0.0004, 0.0236, -0.0371
Si, 5.469, 0, 31.2341, 0.0661, 0.1754, -0.0033
Si, 2.7345, 2.7345, 31.2341, -0.0515, -0.0792, -0.0088
Si, 8.2035, 2.7345, 31.2341, -0.0536, 0.0102, -0.0261
Si, 0, 5.469, 31.2341, -0.0698, 0.0822, 0.0041
Si, 5.469, 5.469, 31.2341, 0.0645, -0.0211, 0.0014
Si, 2.7345, 8.2035, 31.2341, -0.0912, 0.0643, 0.0169
Si, 8.2035, 8.2035, 31.2341, 0.0699, 0.0336, -0.0092
Si, 1.3673, 1.3673, 32.6014, -0.0069, 0.0329, -0.0026
Si, 6.8362, 1.3673, 32.6014, 0.029, -0.0837, -0.0073
Si, 4.1018, 4.1018, 32.6014, 0.0016, 0.0022, -0.0188
Si, 9.5708, 4.1018, 32.6014, 0.0632, -0.0219, -0.0338
Si, 1.3673, 6.8362, 32.6014, 0.0576, -0.0787, -0.0143
Si, 6.8362, 6.8362, 32.6014, -0.0203, 0.0198, -0.0076
Si, 4.1018, 9.5708, 32.6014, 0.0396, -0.0531, -0.0376
Si, 9.5708, 9.5708, 32.6014, -0.0318, -0.0137, -0.0125
Si, 2.7345, 0, 0.6835, -0.0137, 0.0033, 0.0066
Si, 8.2035, 0, 0.6835, 0.0118, 0.072, 0.0488
Si, 0, 2.7345, 0.6835, -0.0945, 0.0205, 0.0112
Si, 5.469, 2.7345, 0.6835, 0.019, 0.0092, 0.0135
Si, 2.7345, 5.469, 0.6835, -0.0318, 0.0234, 0.0396
Si, 8.2035, 5.469, 0.6835, 0.0007, -0.0176, 0.008
Si, 0, 8.2035, 0.6835, -0.0008, -0.0003, 0.009
Si, 5.469, 8.2035, 0.6835, -0.0292, 0.0783, 0.0045
Si, 4.1018, 1.3673, 2.0507, -0.0193, -0.0261, 0.0379
Si, 9.5708, 1.3673, 2.0507, 0.0892, -0.0146, -0.0144
Si, 1.3673, 4.1018, 2.0507, -0.0462, -0.1172, -0.0169
Si, 6.8362, 4.1018, 2.0507, 0.0087, 0.0121, 0.037
Si, 4.1018, 6.8362, 2.0507, 0.0848, -0.0242, -0.0176
Si, 9.5708, 6.8362, 2.0507, -0.0201, 0.0105, 0.0296
Si, 1.3673, 9.5708, 2.0507, -0.0022, 0.0246, 0.0385
Si, 6.8362, 9.5708, 2.0507, -0.0626, -0.1602, -0.0268
Si, 0, 0, 3.418, 0.0632, 0.3501, -0.3495
Si, 5.469, 0, 3.418, -0.2196, -0.1659, 0.1441
Si, 2.7345, 2.7345, 3.418, -0.2816, -0.0227, -0.0082
Si, 8.2035, 2.7345, 3.418, 0.0556, 0.0777, 0.1369
Si, 0, 5.469, 3.418, 0.0304, -0.0747, 0.168
Si, 5.469, 5.469, 3.418, -0.0552, 0.2382, -0.2062
Si, 2.7345, 8.2035, 3.418, 0.0792, 0.0361, 0.2397
Si, 8.2035, 8.2035, 3.418, -0.3633, -0.1572, -0.3438
Si, 1.3402, 1.3683, 4.8116, -0.0007, -0.0029, 0.0003
Si, 6.7956, 1.3877, 4.7695, 0.0004, -0.0009, -0.0012
Si, 4.0429, 4.166, 4.745, -0.0024, -0.0031, -0.0042
Si, 9.5635, 4.1121, 4.8185, 0.0006, -0.0005, 0.0001
Si, 1.3617, 6.8418, 4.8007, -0.0002, 0.001, -0.0016
Si, 6.8123, 6.8414, 4.7949, 0.0048, 0.002, -0.001
Si, 4.079, 9.5741, 4.8494, 0.0004, -0.0003, 0.0003
Si, 9.5102, 9.6245, 4.6869, -0.0001, 0.0017, 0.0009
Si, 2.6324, -0.0538, 6.2364, 0.0008, 0.0023, -0.0002
Si, 8.1561, -0.0025, 6.0958, 0.0003, 0.0007, -0.002
Si, -0.0264, 2.7479, 6.221, -0.0026, 0.0011, -0.0025
Si, 5.3431, 2.731, 6.0495, 0.0028, -0.0036, 0.0015
Si, 2.7315, 5.5029, 6.2288, -0.0028, 0.0035, 0.0001
Si, 8.1319, 5.4281, 6.1774, -0.0003, 0.0008, 0.0004
Si, -0.1253, 8.2263, 5.9968, -0.0011, 0.0015, 0.0014
Si, 5.4572, 8.1953, 6.2323, -0.0029, 0.0019, -0.0022
Si, 3.7831, 1.625, 7.4206, 0.0002, -0.0057, -0.0003
Si, 9.6917, 1.1214, 7.4521, 0.0023, -0.0032, -0.0014
Si, 1.5975, 3.895, 7.5342, -0.0009, -0.0003, 0.0089
Si, 6.5161, 4.2041, 7.4235, 0.0069, -0.0037, 0.0058
Si, 4.3908, 6.5582, 7.5911, -0.0036, 0.0048, 0.0092
Si, 9.2653, 7.1228, 7.3578, 0.0013, 0.0006, -0.0023
Si, 0.8988, 9.7387, 7.4404, -0.0022, -0.0007, -0.0024
Si, 7.0759, 9.3802, 7.4963, 0.0034, -0.0009, 0.0021
O, 9.5988, 6.8094, 25.2278, 0.0011, -0.0001, -0.0004
O, 4.1368, 1.3552, 25.2269, -0.0006, -0.0016, -0.0035
O, 8.1914, 8.2396, 7.9674, -0.0027, -0.0004, 0.0012
O, 2.7054, 2.7504, 7.9995, 0.0023, 0.0039, -0.0033
O, 6.8925, 4.1253, 25.3575, 0.0015, -0.0001, -0.0033
O, 1.4901, 9.4812, 25.283, -0.0004, -0.0006, 0.0001
O, 5.4882, 5.3796, 7.9373, -0.0032, 0.0009, -0.0094
O, -0.116, 0.014, 7.9062, 0.0001, -0.0006, 0.0044
O, 6.9655, 3.378, 8.7837, -0.0055, 0.0024, -0.0005
O, 6.5462, 10.141, 8.8724, -0.0004, -0.0002, -0.0005
O, 10.1451, 6.556, 8.6235, 0.0004, 0.0013, 0.0004
O, 1.1244, 8.8482, 8.8079, 0.0005, -0.0003, -0.0023
O, 4.6072, 1.0543, 8.7146, -0.0015, 0.0033, -0.0006
O, 1.0365, 4.6197, 8.9242, 0.0026, -0.0014, -0.0034
O, 8.9257, 1.5534, 8.8539, 0.0003, -0.002, -0.001
O, 3.9617, 7.0385, 9.1074, 0.003, -0.0039, -0.003
O, 8.0345, 8.8399, 24.432, 0.0007, -0.0006, -0.001
O, 8.7044, 2.2855, 24.7979, -0.0004, 0.0007, 0.0027
O, 5.4995, 6.2579, 24.5009, 0.0009, 0.0005, -0.0011
O, 1.9988, 2.809, 24.4527, -0.0007, -0.0002, -0.0011
O, 10.7481, 0.4353, 24.6612, 0.0025, -0.0017, -0.0002
O, 0.1883, 4.7647, 24.3877, -0.0009, 0.0019, 0.0017
O, 7.2395, 11.8761, 20.6677, -0.0012, -0.0064, 0.006
O, 6.223, 10.7807, 24.4415, 0.0004, -0.0003, 0.0018
Si, 9.6659, 1.3566, 23.903, 0.0009, 0.0006, -0.0013
Si, 4.5618, 6.4532, 20.5402, -0.0008, 0.0016, -0.0032
Si, 1.0555, 8.8908, 10.4355, -0.0021, -0.0011, -0.0005
Si, 17.2776, 5.2556, 15.8571, -0.0015, 0.0019, 0.0011
Si, 7.3295, 2.1586, 19.578, 0.0028, 0.0088, 0.0026
Si, 19.3081, 14.3133, 12.6072, -0.0008, 0.002, -0.0022
Si, 11.0193, 4.9555, 16.8179, -0.006, 0.0172, 0.0022
Si, 9.2343, -0.625, 16.4693, -0.0019, 0.0106, 0.0034
Si, 15.4109, 10.5161, 19.0176, -0.0115, -0.0097, -0.0025
Si, 12.698, 3.0157, 18.285, 0.0022, 0.0024, 0.0018
Si, 8.3575, 2.9353, 9.5043, 0.0007, -0.0004, -0.0004
Si, 2.9347, 8.0101, 18.4316, -0.0003, 0.0018, -0.0106
Si, 11.5523, 1.0859, 16.2829, 0.0073, 0.0081, 0.0019
Si, 0.4305, 13.6345, 13.539, 0.002, 0.0024, -0.0006
Si, 4.2936, 2.5014, 20.0144, 0.0035, 0.0029, 0.0006
Si, 6.1265, 2.4471, 14.4355, -0.0025, 0.0037, -0.0005
Si, 7.0894, 5.8974, 18.8031, -0.0005, 0.0007, 0.0019
Si, 5.2143, 10.7722, 9.5861, 0.0001, 0.0008, 0.0006
Si, 15.1683, 6.5709, 23.528, 0.0016, 0.0009, -0.0017
Si, 17.9105, 10.2532, 20.6595, -0.0029, 0.0005, 0.0009
Si, 3.0588, 4.337, 21.931, -0.0002, 0.0024, -0.0016
Si, 11.4486, 9.5723, 14.8243, 0.0115, 0.0883, -0.0294
Si, 6.5636, 11.6018, 16.9825, -0.0032, 0.0018, 0.0074
Si, 5.2748, 8.2839, 13.1005, 0.0038, 0.0019, -0.0062
Si, 10.5321, 5.2046, 9.4312, -0.0004, 0.0023, -0.0015
Si, 3.7116, 6.9745, 15.4721, 0.0024, 0.0026, 0.0182
Si, 7.4792, 10.1386, 23.6065, 0.0012, 0, 0.0007
Si, -2.2154, 8.4568, 18.8304, 0.0014, -0.005, 0.0014
Si, -0.3855, 6.7899, 12.0575, 0.0003, 0.0001, -0.0068
Si, 1.6119, 10.9876, 12.325, -0.0031, -0.0004, 0.0042
Si, 11.0137, 6.6919, 19.0324, -0.003, -0.0075, -0.0082
Si, 3.8447, 8.1127, 10.3189, -0.0013, -0.001, -0.0035
Si, 0.8058, 3.4933, 23.5506, 0, -0.0015, 0.0001
Si, 10.0837, 3.7606, 19.1461, -0.0007, 0.0014, 0.0001
Si, 4.8453, 11.2665, 12.5508, 0.0049, 0.0028, -0.0029
Si, 7.8175, 6.2914, 13.4935, -0.003, -0.0031, 0.0011
Si, 1.33, 5.3846, 14.1422, -0.0095, -0.0065, -0.0042
O, 9.9097, 7.7026, 19.6571, -0.0015, 0.0038, 0.0001
O, 5.1031, 1.7225, 13.3757, 0.0004, 0.0017, 0.0029
O, 11.4248, 2.8169, 19.3277, -0.0004, -0.0009, 0.0014
O, 7.3796, 12.5039, 18.0668, 0.0037, -0.0035, -0.0051
O, 4.1245, 7.9704, 14.2342, -0.0114, 0.0007, 0.0045
O, 4.0362, 0.9053, 19.8542, -0.0067, 0.0119, 0.0076
O, 2.3506, 8.0424, 10.9451, -0.001, -0.0009, 0.003
O, -1.0772, 3.9995, 17.5055, 0.0003, -0.0036, 0.0003
O, 7.7291, 4.8924, 12.622, 0.0004, 0.0009, 0.0001
O, 9.4431, -1.8631, 17.5069, 0.008, -0.0133, 0.0114
O, 5.8004, 14.895, 14.9962, -0.0012, -0.002, -0.0008
O, 5.504, 9.9117, 13.2217, 0.0008, -0.0013, 0.0034
O, 10.7252, 8.1556, 11.1659, 0.0005, 0.0025, 0.0018
O, 17.6549, 5.0366, 17.4443, 0.0009, -0.0004, 0.0014
O, 1.3222, 10.6488, 15.7641, 0.0095, -0.0041, -0.0023
O, 6.0384, 12.4876, 15.7639, -0.0044, 0.0081, -0.0091
O, 1.5479, 7.416, 19.103, -0.0009, 0.0008, -0.0007
O, 19.6584, 3.0568, 19.7807, 0.0002, -0.0014, 0.0012
O, 7.4967, 18.3871, 18.4181, 0.0002, 0.0008, -0.0008
O, 12.642, 1.72, 17.3034, 0.0007, -0.0019, -0.0049
O, 3.229, 11.0825, 12.4427, -0.0128, 0.0005, 0.0001
O, 3.2307, 7.6313, 24.2949, -0.001, 0.0016, 0.0022
O, 19.1297, 9.6477, 19.7794, -0.0008, 0.0015, -0.0005
O, 9.4278, 4.0794, 9.0999, -0.0008, 0.0006, 0.0007
O, 11.9665, 9.8263, 13.3179, 0.0093, 0.025, -0.0367
O, 3.8906, 2.9769, 21.5365, 0.0011, -0.0026, 0
O, 4.7025, 7.1294, 22.0471, -0.0005, 0.0004, 0.0011
O, 1.1628, 10.4698, 10.8461, -0.0004, 0.0037, 0.0033
O, 5.1044, 6.2907, 15.9258, -0.0018, -0.0003, -0.0037
O, 18.5724, 10.5438, 16.3695, -0.0019, -0.0036, -0.0135
O, -2.7778, 2.7706, 11.1052, -0.0005, -0.0005, 0.0013
O, 6.6446, 7.4091, 13.2842, -0.0025, 0.0012, 0.0008
O, 5.868, 2.9268, 19.7347, -0.0045, 0.003, -0.0001
O, 11.0291, 5.1328, 15.2172, 0.0017, 0.0008, 0
O, 16.1896, 10.8869, 17.6267, 0.0043, -0.0038, -0.0121
O, 10.1086, 11.6187, 16.975, -0.0047, 0.0026, 0.0027
O, 0.2913, 2.1254, 15.065, -0.0003, 0.0018, -0.0049
O, 3.546, 5.0914, 23.3033, 0.0006, 0.0003, 0.0021
O, 14.0415, -3.2657, 16.8382, -0.0021, -0.0016, -0.0104
O, 11.7373, 8.0421, 15.2458, 0.0082, -0.1433, 0.2796
O, 5.5298, 11.38, 11.0643, 0.0023, 0.0013, -0.004
O, 4.0928, -1.3451, 9.6735, 0.0007, 0.0026, -0.001
O, 8.6474, 11.2278, 23.2029, -0.0005, -0.0003, 0.0001
O, 4.8416, 7.8584, 11.5762, -0.0012, -0.0003, 0.0032
O, 10.5878, 2.4252, 23.0606, -0.0006, -0.0002, 0.001
O, 3.341, 5.3685, 20.6949, -0.001, 0.0013, -0.0008
O, 7.6683, 5.8613, 15.0826, 0.0012, 0.0018, -0.0018
O, -0.478, 5.527, 11.0173, 0.0003, -0.0018, -0.0004
O, 9.8379, 9.8925, 15.0044, -0.0469, -0.0023, -0.0064
O, 0.9286, 12.4364, 12.5643, 0.0003, -0.0024, -0.0007
O, 6.936, 9.6401, 22.1602, -0.0011, 0.0005, -0.0005
O, 1.5442, 3.8958, 13.4845, -0.0005, -0.0046, -0.0027
O, 4.1506, 7.3994, 19.3062, -0.0004, -0.0025, 0.0016
O, 2.689, 5.8433, 14.8961, 0.0018, 0.0044, -0.0003
O, 9.945, 14.2336, 13.0122, 0.0017, -0.0005, 0.0006
O, 3.1426, 9.6278, 18.672, 0.0005, 0.0035, 0.0013
O, 9.2371, 6.9533, 13.0247, 0.0012, 0.0043, 0.0035
O, 16.9191, 5.8364, 20.0194, 0.0003, 0.0003, -0.001
O, 0.895, 6.449, 13.0006, 0.0012, -0.0018, -0.0047
O, 10.7869, 6.4765, 17.4072, 0.0136, 0.0014, 0.0023
O, 16.4992, 9.7823, 19.989, 0.0105, -0.0067, 0.0115
O, 1.4806, 4.0127, 22.1527, -0.0019, 0, 0.0007
O, 10.6598, 5.2282, 19.7309, -0.0034, 0.0002, 0.0043
O, 23.3947, 4.3786, 17.3868, -0.0014, 0.0023, -0.0035
O, 14.1749, 3.1703, 18.945, -0.0022, 0.0023, -0.0041
O, 7.5875, 2.4588, 13.7095, -0.0009, -0.0011, 0.0016
H, 8.2698, 5.3026, 19.4116, 0.0008, 0.0004, 0.0013
H, 11.3224, 7.717, 16.0791, 0.0451, 0.0334, -0.2165

Results
free energy: -135767.695 eV
free energy less fixed offsets of H -15.97, O -568.88, Si -635.61 eV per atom: -0.425 eV

The program warned: the cutoff lies below the one the program advises for these potential files; the forces do not sum to zero within the program's tolerance; the exchange-correlation potential is rough where the density is thin.
